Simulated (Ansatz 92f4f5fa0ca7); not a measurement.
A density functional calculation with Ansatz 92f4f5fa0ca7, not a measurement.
Periodic cell of 300 atoms, Si196O104, from a study of silicon, its oxide and their interface. The atomic structure is a simulated model.
Doubt: the cutoff is far below the 930 eV that the study's wrapper takes by default for these files, so forces and energies are approximate.

Settings: functional PBE; potential files Ansatz PAW; basis plane waves; wave-function cutoff 580 eV; density cutoff ratio 5; exchange-correlation grid ratio 1; k mesh 1 x 1 x 1, Gamma-centred; self-consistency stop 5e-08 eV per atom in the density residual; occupations fixed; spin none; net charge 0.

Cell vectors (angstrom)
a, 11.6015, 0, 0
b, 0, 10.938, 0
c, 0, 0, 41.5369

Atoms and the computed forces on them: element, x, y, z (angstrom), force x, y, z (eV/angstrom)
Si, 0, 0, 0.9665, 0.0146, 0.0019, -0.0132
Si, 3.8672, 0, 0.9665, -0.0062, 0.0515, -0.0054
Si, 7.7343, 0, 0.9665, -0.0011, 0.0075, -0.0099
Si, 1.9336, 1.3673, 0.9665, -0.002, -0.0631, 0.0014
Si, 5.8008, 1.3673, 0.9665, 0.0062, -0.0533, -0.0059
Si, 9.6679, 1.3673, 0.9665, -0.0092, -0.0937, 0.0028
Si, 0, 5.469, 0.9665, -0.0091, 0.0206, 0.0105
Si, 3.8672, 5.469, 0.9665, 0.008, 0.0822, 0.0116
Si, 7.7343, 5.469, 0.9665, -0.0052, 0.0354, -0.0111
Si, 1.9336, 6.8362, 0.9665, -0.004, -0.0605, 0.0134
Si, 5.8008, 6.8362, 0.9665, 0.0066, 0.0029, -0.0027
Si, 9.6679, 6.8362, 0.9665, -0.0001, -0.0182, 0.0164
Si, 1.9336, 2.7345, 40.5698, 0.0122, 0.059, -0.0122
Si, 5.8008, 2.7345, 40.5698, 0.0011, 0.0652, -0.0278
Si, 9.6679, 2.7345, 40.5698, 0.006, 0.0883, -0.0194
Si, 0, 4.1018, 40.5698, 0.0092, 0.027, 0.0452
Si, 3.8672, 4.1018, 40.5698, -0.0015, -0.0209, 0.0433
Si, 7.7343, 4.1018, 40.5698, 0.0132, -0.0368, 0.0016
Si, 1.9336, 8.2035, 40.5698, 0.0136, 0.0516, -0.0064
Si, 5.8008, 8.2035, 40.5698, -0.0002, -0.0004, 0.0026
Si, 9.6679, 8.2035, 40.5698, 0.0028, -0.0247, 0.0393
Si, 0, 9.5708, 40.5698, -0.0116, -0.0367, -0.0249
Si, 3.8672, 9.5708, 40.5698, 0.0216, -0.0601, -0.0157
Si, 7.7343, 9.5708, 40.5698, 0.01, -0.0231, -0.0059
Si, 0, 0, 4.8337, -0.0782, 0.0378, -0.3859
Si, 3.8672, 0, 4.8337, -0.1105, 0.0922, -0.0908
Si, 7.7343, 0, 4.8337, -0.0077, 0.085, -0.2413
Si, 1.9336, 1.3673, 4.8337, 0.0485, -0.0034, 0.1917
Si, 5.8008, 1.3673, 4.8337, -0.0666, 0.0212, 0.1095
Si, 9.6679, 1.3673, 4.8337, 0.0492, -0.0832, 0.3283
Si, 0, 5.469, 4.8337, -0.0445, -0.0711, 0.1279
Si, 3.8672, 5.469, 4.8337, 0.0512, -0.0307, 0.4812
Si, 7.7343, 5.469, 4.8337, 0.0694, -0.0043, -0.0303
Si, 1.9336, 6.8362, 4.8337, 0.0118, -0.1632, -0.0192
Si, 5.8008, 6.8362, 4.8337, -0.1791, -0.1145, -0.3739
Si, 9.6679, 6.8362, 4.8337, 0.0044, -0.2498, -0.1494
Si, 1.9336, 2.7345, 2.9001, -0.0357, 0.0607, 0.0095
Si, 5.8008, 2.7345, 2.9001, -0.0048, 0.0272, -0.0091
Si, 9.6679, 2.7345, 2.9001, -0.0096, 0.1206, 0.0517
Si, 0, 4.1018, 2.9001, 0.0174, -0.0339, 0.0186
Si, 3.8672, 4.1018, 2.9001, -0.0167, -0.1456, 0.0841
Si, 7.7343, 4.1018, 2.9001, -0.0373, 0.0022, -0.0211
Si, 1.9336, 8.2035, 2.9001, -0.0138, 0.0583, -0.0162
Si, 5.8008, 8.2035, 2.9001, 0.0082, -0.0378, -0.0579
Si, 9.6679, 8.2035, 2.9001, 0.0006, 0.0417, 0.0089
Si, 0, 9.5708, 2.9001, -0.0001, 0.0373, -0.0484
Si, 3.8672, 9.5708, 2.9001, 0.0043, -0.0588, 0.0193
Si, 7.7343, 9.5708, 2.9001, -0.0181, 0.0212, -0.0406
Si, -1.9762, 1.204, 30.7947, -0.0004, -0.0016, -0.0033
Si, 5.8859, 1.5509, 30.9131, -0.0002, -0.003, -0.0046
Si, 11.7229, 0.1686, 30.8705, 0.0035, -0.0014, -0.0034
Si, 2.1047, 1.4936, 30.7902, -0.0005, 0.0027, -0.0019
Si, 4.0501, 0.1122, 30.8336, -0.0017, -0.0002, -0.0023
Si, 7.6433, -0.0261, 31.0318, 0.0006, 0.0009, -0.002
Si, -0.3908, 5.6128, 31.338, -0.0001, -0.0016, -0.0019
Si, 5.7234, 7.0114, 30.9822, -0.0016, -0.002, -0.0029
Si, 7.5718, 5.5985, 30.7138, 0.0045, 0, -0.0045
Si, 1.419, 6.9757, 30.7584, 0.0037, 0.0004, 0.0018
Si, 4.0164, 5.4269, 30.99, -0.0031, -0.0003, -0.0009
Si, 10.7909, 4.5564, 28.4888, 0.0004, 0.0009, -0.0015
Si, 2.0107, 2.7543, 32.8242, -0.0008, -0.0009, 0.0008
Si, 5.8927, 2.9329, 32.8171, 0.0031, -0.0021, 0.0061
Si, 9.6524, 2.725, 32.7167, -0.0029, -0.0006, 0.0016
Si, 0.0121, 4.025, 32.9871, 0.0048, 0.0023, 0.002
Si, 3.8856, 4.1728, 32.9628, -0.0025, 0.0022, 0.0014
Si, 7.8596, 4.2894, 32.7516, 0.0002, 0.0008, 0.0033
Si, 1.9844, 8.2291, 32.742, 0.0008, -0.0015, -0.0021
Si, 5.8282, 8.2775, 32.9241, -0.002, 0.0016, 0.0054
Si, 9.8575, 8.0923, 32.9148, 0.002, 0.0012, 0.0002
Si, 0.0844, 9.6281, 32.787, -0.0025, 0.0014, 0.0032
Si, 3.9091, 9.642, 32.7712, 0.0005, -0.0013, 0.0016
Si, 7.8447, 9.4697, 32.8776, 0.0012, -0.0008, 0.002
Si, 0.0137, 0.0357, 34.7388, 0.0014, -0.0011, -0.0021
Si, 3.9033, 0.0503, 34.7244, -0.0001, -0.0022, 0.0001
Si, 7.7902, -0.0154, 34.76, -0.0025, -0.0011, 0.0001
Si, 1.9576, 1.3817, 34.7531, -0.0005, 0.0028, 0.0015
Si, 5.869, 1.4021, 34.6834, 0.0015, 0.0022, -0.0014
Si, 9.6739, 1.3892, 34.7045, 0.0007, 0.0024, 0.0019
Si, 0.0358, 5.4578, 34.8613, -0.0008, -0.0023, 0.0011
Si, 3.8755, 5.5275, 34.8505, -0.0006, 0.0002, 0.0002
Si, 7.7923, 5.5265, 34.7654, 0.0011, -0.0011, 0.0006
Si, 1.9416, 6.8729, 34.7319, 0.0012, -0.0006, -0.0001
Si, 5.8266, 6.8475, 34.7986, 0.0007, 0.0008, -0.0011
Si, 9.7313, 6.8629, 34.9029, -0.0015, -0.0004, 0.0004
Si, 1.9596, 2.7313, 36.7032, 0.0004, -0.0006, -0.002
Si, 5.8353, 2.7273, 36.6727, 0.0017, 0.0016, -0.0005
Si, 9.6844, 2.7342, 36.677, -0.0006, 0.0003, -0.002
Si, 0.0291, 4.0806, 36.75, 0.0005, 0.0008, -0.0011
Si, 3.8918, 4.094, 36.7197, -0.0003, -0.0007, -0.0001
Si, 7.7573, 4.1144, 36.6817, -0.0008, -0.001, -0.0009
Si, 1.9486, 8.2293, 36.6816, 0.0005, -0.0005, -0.0002
Si, 5.8174, 8.2226, 36.7155, -0.0002, 0, -0.0013
Si, 9.6925, 8.2606, 36.7677, 0, -0.0009, -0.0006
Si, 0.0239, 9.608, 36.6891, -0.0003, 0.0004, 0.0003
Si, 3.8905, 9.5992, 36.6712, 0.0008, 0.0008, -0.0008
Si, 7.7443, 9.5887, 36.7106, 0.0009, 0.0006, 0.0005
Si, 0, 0, 38.6362, 0.053, 0.1508, -0.0054
Si, 3.8672, 0, 38.6362, -0.005, 0.066, -0.0936
Si, 7.7343, 0, 38.6362, -0.0118, 0.1209, 0.0933
Si, 1.9336, 1.3673, 38.6362, 0.0417, -0.0834, 0.0198
Si, 5.8008, 1.3673, 38.6362, 0.042, -0.0017, -0.1302
Si, 9.6679, 1.3673, 38.6362, -0.0107, -0.03, -0.1397
Si, 0, 5.469, 38.6362, 0.0096, 0.0533, 0.2052
Si, 3.8672, 5.469, 38.6362, 0.0497, 0.0083, 0.1056
Si, 7.7343, 5.469, 38.6362, 0.0058, 0.0307, -0.1078
Si, 1.9336, 6.8362, 38.6362, 0.0086, 0.0568, -0.2004
Si, 5.8008, 6.8362, 38.6362, 0.0001, 0.0074, 0.0183
Si, 9.6679, 6.8362, 38.6362, 0.0261, -0.0025, 0.214
Si, 1.9343, 2.7422, 6.7926, 0.0001, 0.0004, -0.0004
Si, 5.7903, 2.7251, 6.7915, 0.0004, 0.0004, 0
Si, 9.6626, 2.7039, 6.833, 0, 0.001, 0.002
Si, -0.0093, 4.0878, 6.7916, 0.0012, -0.0006, 0
Si, 3.8499, 4.1111, 6.8715, -0.0003, 0.0004, 0.0002
Si, 7.7403, 4.0592, 6.7338, -0.0009, 0.002, -0.0002
Si, 1.8818, 8.1903, 6.7601, 0.0015, 0.0001, 0.0026
Si, 5.7182, 8.23, 6.6922, -0.0002, 0.0024, 0.0004
Si, 9.6219, 8.1658, 6.7563, 0.0007, -0.0007, 0.0008
Si, -0.0463, 9.5201, 6.6824, -0.0006, -0.0004, -0.0009
Si, 3.7853, 9.5842, 6.7604, 0, -0.0003, 0.0017
Si, 7.694, 9.5008, 6.6794, 0.001, -0.0009, 0.0004
Si, 0.014, -0.003, 8.5145, 0.0011, 0.0017, 0
Si, 3.8306, 0.0174, 8.7, -0.0016, -0.0011, 0.0002
Si, 7.748, -0.1862, 8.6236, -0.0035, 0.0008, 0.0015
Si, 1.8656, 1.4256, 8.7626, 0.001, -0.0022, -0.0011
Si, 5.8157, 1.259, 8.6652, 0.0038, -0.0024, -0.0007
Si, 9.6257, 1.2297, 8.7435, 0.0005, -0.0013, -0.0007
Si, -0.0714, 5.4551, 8.7304, -0.0001, 0.0019, -0.0042
Si, 3.7804, 5.5278, 8.8557, 0.0007, -0.001, 0.0023
Si, 7.6675, 5.4155, 8.6362, -0.0003, -0.0007, -0.0007
Si, 1.8577, 6.8817, 8.7395, 0.0007, 0.0008, -0.0012
Si, 5.7586, 6.7945, 8.5202, 0, -0.0035, 0.0002
Si, 9.6188, 6.8139, 8.6944, 0.0001, 0.001, -0.0012
Si, 1.2565, 2.4305, 10.9001, 0.0009, 0.0027, -0.0008
Si, 5.9552, 2.1622, 10.8351, 0.0034, 0.0025, 0.001
Si, 9.1803, 3.7168, 11.8174, -0.0012, 0.0025, 0.0041
Si, -0.2584, 4.4244, 10.8753, 0.0034, -0.0025, 0.0026
Si, 3.1533, 3.1659, 12.1119, -0.0016, -0.0063, 0.0064
Si, 7.1809, 4.2587, 10.6579, -0.0025, -0.0021, -0.0047
Si, 2.0371, 8.3093, 10.6519, 0.0064, -0.0031, -0.0011
Si, 5.9214, 8.0308, 10.4708, -0.0008, 0.001, 0.0008
Si, 9.9689, 8.1362, 10.6358, 0.0016, -0.0004, -0.0018
Si, 0.1358, 9.661, 10.4298, -0.0068, 0.0028, -0.0001
Si, 4.0528, 9.4852, 10.5302, 0.001, 0.0043, -0.0024
Si, 7.85, 9.368, 10.5897, 0.0002, 0.004, 0
Si, 1.2461, 0.1222, 14.5944, 0.0013, -0.0017, 0.0018
Si, 4.2096, -0.6353, 13.5014, 0.0006, -0.0013, 0.001
Si, 7.4553, 0.454, 11.7209, -0.0052, -0.0053, -0.0029
Si, -0.0638, 0.6237, 11.7946, 0.0008, -0.0019, 0.0003
Si, 6.8692, 0.7418, 13.9189, 0.0022, -0.0002, 0.0036
Si, 9.4486, 1.5165, 11.1348, 0.0064, 0, -0.0009
Si, -0.3641, 6.485, 12.1235, 0.0021, -0.0009, 0.0041
Si, 3.5823, 5.3082, 11.3091, 0.0035, 0.0023, -0.0062
Si, 5.8286, 5.9816, 11.6414, -0.0035, -0.003, -0.0006
Si, 2.0624, 6.7673, 12.4857, -0.0043, 0.0007, 0.0023
Si, 6.7363, 6.0843, 14.719, 0.0007, 0.0024, 0.0021
Si, 9.6666, 6.7818, 14.8233, 0.0019, -0.0006, -0.0008
O, 7.1479, 4.6234, 15.3214, 0.0001, -0.0014, 0
O, 5.3087, 6.6349, 15.31, -0.0008, -0.0002, -0.0002
O, 7.9269, 11.0744, 15.0316, 0.0001, 0.0009, 0
O, 2.7459, 10.7335, 14.0468, -0.001, 0.0002, -0.0008
O, 9.0117, 3.7497, 13.5026, 0.0031, -0.0003, -0.0036
O, 2.7004, 3.2301, 13.7218, 0.0039, 0, -0.0084
O, 1.2526, 1.6013, 15.3229, 0.0011, 0.0016, -0.0008
O, 10.3683, 8.2228, 15.131, 0.0024, 0.0009, 0.0004
O, 12.4564, 9.7712, 15.524, 0.0006, 0.0004, -0.0003
O, 10.2607, 5.6114, 15.8185, 0.0025, -0.0006, 0.0007
O, 5.3244, 0.2949, 14.2218, -0.0002, 0.0003, -0.0008
O, 2.8238, 6.9485, 13.9954, -0.0014, 0.0006, -0.0024
O, 10.6097, 4.5945, 30.1339, -0.0014, 0.0002, 0.003
O, 0.1674, -0.564, 29.3773, -0.0017, -0.0008, 0.0018
O, 2.6408, 5.9889, 30.2727, -0.0023, 0.0013, 0.0031
O, 7.2241, 9.9804, 29.7033, -0.0001, 0.0009, 0.0015
O, 5.6222, 7.8523, 29.5467, 0.0006, -0.0004, 0.0019
O, -0.7393, 1.2819, 26.9387, 0.0016, 0.0008, -0.0011
O, 9.4502, 1.6164, 29.1935, 0.0003, -0.0008, 0.0033
O, 7.2499, 4.3657, 29.6629, 0.0005, 0.0027, 0.0029
O, 5.91, 2.1953, 29.3228, 0.0007, -0.0007, 0.0027
O, 2.2868, 2.5555, 29.5116, 0, -0.0018, 0.003
O, -1.4764, 6.773, 31.8891, -0.0013, 0.0002, 0.0011
O, 10.0057, 8.4855, 28.7861, 0.0047, -0.0009, 0.0002
Si, 11.674, 5.1372, 19.6172, 0.0001, 0.0001, 0.0017
Si, 4.0702, 7.6221, 14.8451, 0.0012, 0.0009, 0.0021
Si, 9.574, 2.0066, 27.6259, 0.0008, 0.0015, -0.0018
Si, 9.9185, 3.8674, 21.8005, 0.0002, 0.0008, 0.0012
Si, 9.6648, 9.612, 20.8581, 0.0006, -0.0004, 0.0002
Si, 0.1805, 5.4867, 16.4364, -0.0009, -0.0002, 0.0014
Si, 12.2137, 3.9776, 24.042, 0.0009, -0.0009, -0.0006
Si, 1.8991, 11.1775, 18.8808, 0.0003, -0.0006, 0.0014
Si, 8.4604, 7.1538, 25.6407, 0.0016, -0.0008, -0.0011
Si, 4.5748, 7.3563, 20.1365, 0.002, -0.0003, 0.0005
Si, 11.6259, 8.4995, 16.1377, -0.0005, 0.0002, 0.0005
Si, 6.0121, 10.926, 21.3155, -0.0001, 0.0002, -0.0008
Si, 1.1997, 9.3116, 25.7909, 0, -0.0006, -0.0009
Si, 2.9131, 8.1704, 22.5713, 0.0004, 0.0005, -0.0003
Si, 6.4343, 9.3967, 25.8497, 0.0007, -0.0002, -0.002
Si, 11.335, 6.9361, 24.3915, 0.0003, -0.0001, -0.0008
Si, 7.9634, 3.3473, 14.7067, -0.0002, -0.0022, 0.0008
Si, 3.819, 7.8288, 25.4309, -0.0009, 0.0002, -0.001
Si, 3.8707, 9.1117, 17.5896, 0.0007, 0.0017, 0.0011
Si, 3.6291, 2.5731, 17.8081, 0.0032, 0.0028, 0.0017
Si, 2.8865, 0.0785, 21.8792, 0, 0.0002, 0
Si, -0.0135, 8.9196, 28.6959, -0.0027, 0.0003, -0.0035
Si, 7.5567, 5.5531, 23.1799, 0.0004, 0.0008, -0.0009
Si, 13.6129, 3.1564, 28.0207, 0.0012, -0.0021, -0.0008
Si, 5.8361, 3.8193, 29.0747, -0.002, -0.0005, -0.0024
Si, 8.4765, 11.8797, 16.3568, -0.0009, -0.0001, 0.0015
Si, 4.3463, 4.9645, 26.6915, -0.0014, -0.001, -0.0014
Si, 3.1874, 4.4986, 20.0466, -0.0008, -0.0005, 0.0011
Si, 5.9159, 0.4028, 18.1276, 0.0002, 0.0006, 0.0032
Si, 7.1128, 8.0537, 21.322, 0.0009, -0.0003, 0.0001
Si, 5.8547, 9.3838, 29.0301, 0.0012, 0.0005, -0.0015
Si, 7.5235, 12.2777, 25.3296, 0.0004, 0, -0.0012
Si, 5.5461, 3.5265, 24.2354, -0.002, 0.0018, -0.0002
Si, 3.0879, 13.8038, 22.6725, 0.0005, -0.0004, -0.0008
Si, 2.0423, 3.0528, 15.2218, -0.0013, 0.0002, 0.0047
Si, 8.5393, 1.1309, 22.4628, 0.0004, 0.0002, -0.0003
Si, 0.6203, 1.4311, 26.0505, 0.001, 0.002, 0.0001
Si, 9.3142, 7.0361, 28.4749, -0.0003, 0.0022, -0.0005
Si, 0.0739, 7.5338, 21.4869, 0, -0.0001, 0.0006
Si, 10.598, 10.4504, 18.1178, 0.0002, -0.001, 0.0026
O, 6.1221, 9.373, 27.4401, -0.0006, 0.0002, 0.0027
O, 3.5351, 8.3186, 16.2118, 0.0007, -0.0012, -0.0029
O, 11.9882, 2.6729, 25.0037, 0.0018, -0.0012, 0.0019
O, 3.7532, 3.9725, 18.6166, -0.0009, -0.0052, -0.0042
O, 6.5162, 9.4747, 21.8581, 0, 0.0009, -0.0001
O, 6.599, 10.9376, 25.3618, 0.0003, -0.0001, 0.0008
O, 2.5815, 9.7508, 22.8657, 0.0003, 0.0004, -0.0002
O, 6.3727, 4.4352, 23.1595, -0.0013, -0.0007, 0.0024
O, 11.9642, 9.0124, 27.1378, -0.0011, 0, 0.0068
O, 8.6077, 12.1964, 24.0964, 0, 0.0001, 0.0009
O, 8.2751, 1.5522, 26.7607, 0.0005, 0.0001, 0.0008
O, 6.9728, 12.0525, 21.9943, -0.0002, -0.0003, -0.0001
O, 10.0405, 7.2105, 25.315, -0.0017, -0.0004, 0.001
O, 7.3733, 0.7499, 17.5285, 0.0011, 0.0006, -0.0013
O, 9.7176, 3.6412, 27.6648, 0.0002, -0.0014, 0.0011
O, 9.8804, 11.2748, 16.9055, -0.0002, 0.0009, -0.002
O, 12.3988, 7.0366, 16.3254, 0.0002, -0.0001, 0.0001
O, 3.3089, 7.3595, 23.9349, 0.0007, 0.0001, 0.0011
O, 4.1175, 8.1668, 21.4749, 0.0003, 0.0001, -0.0004
O, 11.1658, 9.0506, 21.1722, 0, 0.0005, 0
O, 4.0211, 5.8554, 20.3155, 0.0006, 0.002, -0.0009
O, 2.1326, 3.9337, 23.4504, -0.0015, 0.0002, 0.0007
O, 4.6721, 4.498, 25.1851, 0.0011, -0.0028, -0.0001
O, 4.0249, 6.576, 26.4919, 0.0006, -0.0013, 0.0004
O, 9.2517, 2.39, 21.7317, 0.0002, 0.0005, 0.0002
O, 3.2875, 2.9594, 16.267, 0.0012, -0.001, 0.0022
O, 8.7012, 2.5159, 15.9211, 0.0005, -0.0007, 0.0001
O, 10.9066, 6.9455, 22.8086, 0.0006, 0.0003, 0.0003
O, 2.599, 10.0808, 17.9006, 0.0003, 0.0008, -0.0002
O, 3.9898, 8.0147, 18.7777, 0.0015, -0.0016, 0.0027
O, 12.2618, 4.0459, 28.0959, -0.0006, 0.001, 0.001
O, 1.0718, 4.343, 15.6277, 0.0009, -0.0014, 0.0001
O, 5.2226, 10.0257, 17.4261, 0.0003, 0.0013, 0
O, 11.4017, 6.6573, 20.1459, 0.0002, 0.0002, -0.0001
O, 12.5835, -0.0378, 25.3976, -0.0001, 0, 0.0013
O, 4.543, 4.2768, 29.9453, 0.0025, 0.001, 0.001
O, 2.2855, 1.4453, 22.5343, 0.0004, -0.0002, -0.0008
O, 5.0095, 1.7288, 17.8797, -0.0019, 0.0009, 0.001
O, 6.5561, 2.6203, 25.1135, 0, 0.0003, 0.0001
O, 1.8611, 1.8682, 27.0225, -0.0021, -0.0001, -0.0005
O, 9.5899, 10.3037, 19.3837, 0.0007, -0.0001, -0.0001
O, 11.9099, 11.2602, 18.6148, 0.0012, 0.0004, -0.0001
O, 8.2466, 6.9472, 27.2487, 0.0026, 0.0005, 0.0027
O, 2.2071, 10.7635, 20.4214, 0.0001, -0.0004, -0.0006
O, 1.6577, 7.4658, 21.8239, 0.0004, 0, 0.0001
O, 5.1971, 8.6349, 25.1308, 0.0009, 0.0001, 0.0006
O, 6.2086, 7.464, 20.0862, -0.0018, 0.0001, 0
O, 5.6436, 4.5028, 27.5984, 0.0001, -0.0007, 0.0013
O, 11.9941, 5.46, 24.7465, 0.0006, 0.0002, 0.0004
O, 2.764, 8.919, 26.0525, 0.0007, -0.0006, 0.0002
O, 1.5741, 4.6977, 20.061, 0.0019, -0.0001, 0
O, 3.5253, 3.423, 21.2104, 0.0002, 0.0009, -0.001
O, 7.0845, 6.9503, 22.5065, 0.0008, -0.0008, 0.0005
O, 7.7798, 8.6073, 25.3546, 0.0002, 0.0006, 0.001
O, 9.2946, 10.6993, 22.0071, 0.0003, 0.0006, 0.0002
O, 11.1668, 3.8366, 22.8238, -0.0002, -0.0001, 0.0001
O, 2.4438, 1.7276, 18.5349, 0.0008, 0.0004, -0.0007
O, 4.4871, 0.2842, 21.7326, 0.0026, -0.0002, -0.0014
O, 7.8515, 5.9175, 24.7578, 0.0012, 0.0011, 0.0014
O, 11.0553, 8.9673, 17.5955, 0.0009, -0.0007, -0.0012
O, 6.115, 0.0559, 19.6973, -0.0001, 0.0009, -0.0017
O, 4.4662, 2.5844, 23.4821, 0.0025, 0.0026, 0.0022
O, 10.5128, 4.2062, 20.3077, 0.0004, 0.0002, 0.0002
O, 0.0113, 5.0443, 17.9941, 0.0004, 0.0003, -0.0027
O, 8.6448, 8.3332, 20.8465, -0.0002, 0, 0.0003
O, 8.8174, 4.9479, 22.34, 0.0003, -0.0006, 0.0005
O, 12.2822, 8.2516, 24.6443, 0.0005, 0.001, 0.0019
O, 3.0979, 4.174, 27.3739, 0.0034, 0.0023, -0.0014
O, 4.6483, -2.1725, 13.8372, 0.0001, 0.0001, 0.0001
O, 4.2116, -0.4841, 11.8841, 0.0004, -0.0002, -0.0017
O, 4.5312, 2.3107, 11.7346, -0.0045, 0.0028, 0.0022
O, -1.5072, 6.3295, 13.3175, -0.0021, -0.0002, 0.0019
O, 8.0582, 7.0152, 15.002, 0.0004, 0.0003, 0.0009
O, -1.0174, 6.0957, 28.0319, 0.0007, -0.0006, 0.0005
O, 4.4838, -0.7245, 29.43, 0.0001, 0.0013, 0.0028
O, 6.5267, -4.9205, 13.1247, 0.0043, 0.0024, 0.0013
O, 11.7511, 11.1847, 13.3968, 0.0001, 0.0009, -0.001
O, 6.808, 2.3785, 14.08, -0.0008, 0.0006, -0.0003
O, 8.5667, 6.5742, 29.8323, 0, 0.0002, -0.0004
O, 1.0136, -3.0222, 29.4744, -0.0004, -0.0008, -0.0011

Results
free energy: -183744.036 eV
free energy less fixed offsets of O -568.88, Si -635.61 eV per atom: -0.956 eV

The program warned: the cutoff lies below the one the program advises for these potential files; the forces do not sum to zero within the program's tolerance; the exchange-correlation potential is rough where the density is thin.
